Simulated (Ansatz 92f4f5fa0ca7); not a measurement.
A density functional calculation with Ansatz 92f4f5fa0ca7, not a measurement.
Periodic cell of 288 atoms, Si194O94, from a study of silicon, its oxide and their interface. The atomic structure is a simulated model.

Settings
functional: PBE
potential files: Ansatz PAW
basis: plane waves
wave-function cutoff: 700 eV
density cutoff ratio: 5
exchange-correlation grid ratio: 1
k mesh: 2 x 2 x 1, shifted by 0.5 0.5 0.5 of a step
self-consistency stop: 5e-08 eV per atom in the density residual
occupations: fixed
spin: none
net charge: 0

Cell vectors (angstrom)
a  11.6015  0  0
b  0  10.938  0
c  0  0  41.0286

Atoms and the computed forces on them: element, x, y, z (angstrom), force x, y, z (eV/angstrom)
Si  0  0  0.9665  0.0036  -0.0356  0.0052
Si  3.8672  0  0.9665  -0.0017  -0.0198  0.0105
Si  7.7343  0  0.9665  -0.0037  0.014  0.0019
Si  1.9336  1.3673  0.9665  -0.0025  0.0076  0.0026
Si  5.8008  1.3673  0.9665  -0.0054  0.0002  -0.0109
Si  9.6679  1.3673  0.9665  0.0083  -0.0289  -0.0134
Si  0  5.469  0.9665  0.0019  0.0146  0.0095
Si  3.8672  5.469  0.9665  -0.0066  -0.0096  0.0005
Si  7.7343  5.469  0.9665  0.0052  0.0036  0.0057
Si  1.9336  6.8362  0.9665  0.0017  0.028  0.0025
Si  5.8008  6.8362  0.9665  -0.0012  -0.0173  -0.0053
Si  9.6679  6.8362  0.9665  -0.0003  0.0172  -0.0081
Si  1.9336  2.7345  40.0615  0.003  -0.0411  0.0332
Si  5.8008  2.7345  40.0615  0.0014  0.011  -0.0068
Si  9.6679  2.7345  40.0615  -0.0104  0.0411  -0.0111
Si  0  4.1018  40.0615  -0.0019  0.0045  0.0041
Si  3.8672  4.1018  40.0615  -0.008  0.0094  -0.0074
Si  7.7343  4.1018  40.0615  0.0029  0.0107  0
Si  1.9336  8.2035  40.0615  -0.0045  -0.0505  0.0348
Si  5.8008  8.2035  40.0615  0.0027  0.0316  -0.0121
Si  9.6679  8.2035  40.0615  -0.0072  0.0049  -0.0124
Si  0  9.5708  40.0615  0.0036  0.0301  0.0022
Si  3.8672  9.5708  40.0615  -0.0123  0.0293  0.0045
Si  7.7343  9.5708  40.0615  -0.0023  -0.0319  -0.0255
Si  0  0  4.8337  0.0338  0.0563  -0.2516
Si  3.8672  0  4.8337  -0.008  0.0622  -0.0709
Si  7.7343  0  4.8337  -0.0031  0.0592  -0.0291
Si  1.9336  1.3673  4.8337  0.0067  0.0839  0.1707
Si  5.8008  1.3673  4.8337  0.0326  0.0479  -0.0049
Si  9.6679  1.3673  4.8337  -0.0114  0.1138  0.1995
Si  0  5.469  4.8337  0.0122  0.0266  0.2271
Si  3.8672  5.469  4.8337  0.0182  0.074  -0.0732
Si  7.7343  5.469  4.8337  -0.0087  0.0968  0.1017
Si  1.9336  6.8362  4.8337  0.0002  0.096  -0.019
Si  5.8008  6.8362  4.8337  0.0217  0.1203  0.0967
Si  9.6679  6.8362  4.8337  -0.0006  0.049  -0.1995
Si  1.9336  2.7345  2.9001  0.0001  0.0082  0.0257
Si  5.8008  2.7345  2.9001  -0.0006  -0.0119  0.0041
Si  9.6679  2.7345  2.9001  0.006  0.0214  0.015
Si  0  4.1018  2.9001  0.0044  -0.0286  0.0173
Si  3.8672  4.1018  2.9001  0.0046  0.0254  -0.0172
Si  7.7343  4.1018  2.9001  -0.004  -0.0197  0.0161
Si  1.9336  8.2035  2.9001  0.0009  -0.0183  0.0013
Si  5.8008  8.2035  2.9001  -0.0049  0.0201  0.0103
Si  9.6679  8.2035  2.9001  0.0096  -0.0343  -0.0219
Si  0  9.5708  2.9001  -0.0064  0.0484  -0.0309
Si  3.8672  9.5708  2.9001  0.0046  0.015  -0.0091
Si  7.7343  9.5708  2.9001  0.0089  -0.0141  -0.0046
Si  0.0493  -0.2762  30.5419  -0.0001  -0.0027  0.0252
Si  3.7635  -0.1566  30.4535  0.0112  0.0158  0.0177
Si  8.1072  0.114  29.4349  -0.0202  0.0136  0.0021
Si  1.862  1.1794  30.577  -0.0137  0.0158  -0.0053
Si  5.4343  1.4747  30.2342  0.0506  -0.0388  -0.038
Si  10.0249  1.3191  30.1115  -0.0195  -0.0275  -0.0121
Si  0.272  4.9407  30.3632  0.0347  0.0101  -0.0218
Si  3.7159  5.6222  30.427  -0.0155  -0.009  0.0083
Si  7.0474  5.7072  29.6953  0.0305  -0.0112  -0.0023
Si  1.7028  6.7458  30.6426  0.0006  0.0046  -0.0003
Si  5.3838  7.2358  30.1852  -0.0076  -0.004  -0.0151
Si  9.7412  6.7247  29.4302  0.0357  -0.0425  -0.0035
Si  1.9608  2.6376  32.4223  -0.0028  -0.0997  -0.0454
Si  5.7604  2.6856  32.2753  -0.0209  -0.0521  0.0014
Si  9.6387  2.5842  32.1743  -0.027  -0.0483  0.0092
Si  -0.0197  3.888  32.4119  -0.0151  0.04  0.026
Si  3.8422  4.0921  32.2884  0.0382  0.0649  -0.024
Si  7.7247  4.003  32.3133  0.0275  0.0987  -0.0344
Si  1.8867  8.1256  32.5178  0.0125  -0.0578  -0.0433
Si  5.7333  8.2049  32.3081  -0.0276  -0.0528  0.0427
Si  9.6346  8.1205  32.4036  0.0403  -0.0525  -0.0463
Si  -0.042  9.4392  32.5087  -0.0133  0.0564  -0.0113
Si  3.7984  9.5214  32.4359  0.0021  0.0295  -0.0108
Si  7.7186  9.4582  32.2901  0.047  0.0907  -0.029
Si  -0.0238  0.0111  34.3074  0.0082  -0.0588  -0.0224
Si  3.8588  -0.0204  34.3237  -0.045  -0.0415  -0.0079
Si  7.7037  -0.0346  34.198  0.0263  -0.0652  0.0152
Si  1.9395  1.327  34.3496  0.0423  0.0316  -0.0075
Si  5.7834  1.3439  34.2376  0.0045  0.062  -0.0165
Si  9.6233  1.3294  34.2015  -0.0265  0.0569  -0.0011
Si  -0.0176  5.374  34.269  0.0054  -0.0386  -0.0228
Si  3.8715  5.413  34.2604  -0.0167  -0.0353  -0.0143
Si  7.714  5.3578  34.2678  -0.0163  -0.0445  0.0144
Si  1.9223  6.7251  34.3643  -0.0037  0.0354  0.0073
Si  5.8044  6.7723  34.2148  0.007  0.0395  -0.0019
Si  9.6409  6.7077  34.2743  -0.0117  0.0638  0.0117
Si  1.9254  2.738  36.2264  0.0091  -0.0281  0.0012
Si  5.7916  2.7021  36.1879  -0.0066  -0.0412  -0.0121
Si  9.6417  2.6988  36.1639  0.0083  -0.0317  -0.0116
Si  -0.0273  4.0616  36.2168  -0.0045  0.0297  0.0141
Si  3.8737  4.0769  36.2049  0.0036  0.0291  0.0158
Si  7.7139  4.0593  36.2237  0.0067  0.0515  -0.0098
Si  1.92  8.1899  36.2147  -0.0037  -0.0285  0.0018
Si  5.8057  8.1616  36.1629  0.0142  -0.0298  -0.0072
Si  9.6519  8.1722  36.1665  -0.0072  -0.0382  -0.0093
Si  -0.0225  9.5497  36.2077  0.0069  0.0359  0.0067
Si  3.8763  9.5291  36.218  0.001  0.0308  0.0179
Si  7.7216  9.5519  36.1642  -0.0064  0.0383  0.0086
Si  0  0  38.1279  -0.0482  -0.0854  0.0518
Si  3.8672  0  38.1279  0.0333  -0.1187  0.0602
Si  7.7343  0  38.1279  -0.0061  -0.125  -0.1672
Si  1.9336  1.3673  38.1279  0.0069  -0.0749  0.139
Si  5.8008  1.3673  38.1279  -0.0239  -0.1307  0.0089
Si  9.6679  1.3673  38.1279  -0.0257  -0.1018  -0.1165
Si  0  5.469  38.1279  -0.0551  -0.0559  -0.0075
Si  3.8672  5.469  38.1279  0.0351  -0.0355  -0.0314
Si  7.7343  5.469  38.1279  -0.0229  -0.0629  0.0592
Si  1.9336  6.8362  38.1279  -0.0201  -0.0457  0.177
Si  5.8008  6.8362  38.1279  0.0265  -0.0719  -0.0668
Si  9.6679  6.8362  38.1279  -0.0262  -0.0089  -0.0551
Si  1.9451  2.7612  6.7811  -0.0103  -0.0361  -0.0174
Si  5.8187  2.7618  6.7516  -0.0011  -0.0368  -0.0203
Si  9.6655  2.7754  6.7802  -0.0001  -0.047  -0.0121
Si  0.0124  4.1263  6.8107  0.0071  0.0329  -0.0025
Si  3.8809  4.111  6.7527  -0.0026  0.0412  -0.0065
Si  7.7354  4.1373  6.793  -0.0024  0.0397  0.0041
Si  1.9455  8.2225  6.763  0.0093  -0.0405  -0.0099
Si  5.8055  8.2336  6.7777  -0.0126  -0.0353  -0.0104
Si  9.6737  8.2327  6.7277  -0.0046  -0.0289  0.002
Si  0.0051  9.5899  6.7429  -0.0107  0.0413  0.0138
Si  3.8725  9.6021  6.7722  0.0007  0.0269  0.0063
Si  7.7461  9.602  6.7802  0.0063  0.0344  0.0076
Si  -0.0092  0.1427  8.5778  -0.0077  -0.0568  -0.0186
Si  3.8862  0.0888  8.6722  -0.0105  -0.027  -0.023
Si  7.7607  0.0671  8.7055  0.0174  -0.0569  0.001
Si  1.943  1.4433  8.7499  0.0186  0.0359  0.0306
Si  5.8342  1.4242  8.6903  -0.0072  0.0387  0.0202
Si  9.6587  1.5036  8.7768  -0.0219  0.0512  0.0098
Si  0.0298  5.4954  8.7747  -0.0071  -0.0456  0.0036
Si  3.8961  5.471  8.6804  0.0299  -0.0443  0.0219
Si  7.7263  5.5371  8.7291  -0.0404  -0.0317  0.0034
Si  1.9653  6.8399  8.6825  -0.0224  0.0705  0.011
Si  5.7943  6.8816  8.7257  -0.0111  0.0342  -0.0105
Si  9.692  6.8379  8.6153  0.0263  0.0487  -0.0198
Si  1.907  2.7896  10.7377  -0.0894  -0.0258  -0.0056
Si  5.8789  2.7563  10.6531  0.0863  -0.0494  0.0298
Si  9.6556  2.9721  10.7252  -0.0144  -0.1015  -0.0129
Si  0.0487  4.2671  10.8363  0.0546  0.0278  -0.0265
Si  3.8842  4.0644  10.5811  -0.0245  0.1085  0.034
Si  7.6827  4.2978  10.7512  -0.0509  0.0367  0.0348
Si  1.9397  8.3311  10.511  0.0078  -0.0629  -0.0036
Si  5.7799  8.2484  10.677  -0.0142  -0.0339  0.0047
Si  9.7127  8.3024  10.4245  0.0548  -0.0755  0.0632
Si  0.0202  9.6671  10.3977  0.032  0.0771  0.0646
Si  3.8869  9.667  10.5763  0.0294  0.056  0.0283
Si  7.7508  9.5715  10.5872  0.0053  0.0618  -0.0268
Si  -0.3217  0.4  13.1389  0.0441  0.0327  -0.0248
Si  3.9877  0.132  12.4783  -0.0151  -0.0034  -0.0185
Si  7.9323  -0.1263  12.5631  0.0112  -0.016  0.0067
Si  2.3406  1.7364  12.8648  -0.0208  -0.0119  0.0121
Si  6.0168  1.274  12.5402  -0.0112  -0.0039  0.0177
Si  9.4162  1.6907  12.6756  0.0296  -0.0091  -0.0157
Si  0.3976  5.4787  12.9651  -0.069  0.0309  0.0323
Si  3.7435  5.5294  12.3965  -0.0204  -0.0199  0.0218
Si  7.4244  5.5575  12.855  0.0459  0.0261  -0.0112
Si  2.0106  7.1167  12.499  0.0043  -0.019  -0.0196
Si  5.5412  6.9631  12.6844  -0.0169  -0.0094  -0.001
Si  9.3649  6.7943  13.2108  -0.0191  -0.0178  -0.0365
O  -1.0108  5.8501  13.7533  0.0916  -0.0709  0.0673
O  9.0715  8.0383  14.2354  0.0213  0.002  -0.0046
O  8.8283  2.5186  14.0175  -0.0429  0.0219  0.0045
O  1.0393  1.1198  13.6937  0.0294  -0.011  0.0662
O  3.961  10.243  13.9031  -0.0084  -0.0163  -0.0201
O  5.1093  7.8786  14.0273  -0.0299  0.0258  -0.0074
O  0.1321  10.6653  11.7182  -0.0314  -0.0149  -0.0108
O  6.1425  2.1713  13.9396  0.0306  0.0096  -0.0178
O  2.4266  8.0315  13.8479  0.0254  0.0227  0.005
O  1.2171  4.5457  14.0742  -0.0176  0.038  -0.0247
O  7.1865  4.593  14.1916  0.0037  -0.0228  -0.0145
O  10.7295  10.1389  14.1304  -0.0162  0.0213  -0.0211
O  6.477  4.4107  28.8637  -0.0239  0.0101  0.0019
O  8.1689  10.162  28.0379  -0.0201  0.0184  0.0062
O  3.8329  4.9323  28.8988  0.0308  -0.021  0.0117
O  1.4982  7.6766  29.2941  -0.0289  0.0171  -0.0024
O  0.1489  9.9124  29.0376  -0.009  -0.0363  -0.0141
O  10.864  2.1809  28.9318  0.0212  0.0032  0.0173
O  -1.1567  5.2662  29.6123  -0.0339  0.0957  -0.0331
O  6.7942  1.0862  29.3858  -0.0572  0.0506  -0.048
O  7.7032  5.1311  31.0886  0.0013  0.0065  -0.0136
O  1.1174  4.0317  29.263  -0.0457  -0.0273  -0.0184
O  10.5505  7.6448  28.3612  0.021  -0.011  0.0346
O  3.6481  9.8028  29.1144  0.0176  -0.0219  -0.014
Si  -0.7862  3.0873  21.6143  0.0021  0.0016  -0.0009
Si  9.1522  9.674  14.3347  -0.018  -0.013  -0.0099
Si  0.3791  8.4336  28.3943  -0.001  0.0003  0.0065
Si  4.5599  8.6415  28.3947  -0.007  0.0048  -0.0037
Si  -2.7719  10.1533  19.9126  0.0038  -0.0027  -0.0081
Si  -2.1113  -2.3789  22.4623  0.001  -0.0015  -0.002
Si  9.3164  5.5329  21.9408  0.0047  -0.0014  -0.0047
Si  1.1672  2.2182  19.5706  0.0052  -0.0002  -0.0036
Si  8.1217  4.3821  24.4364  0.002  0.0011  -0.0038
Si  7.1739  9.567  26.8634  0.0004  0.0014  -0.0097
Si  10.1311  2.0749  24.5354  0.006  -0.0028  0.0005
Si  2.4144  7.9607  26.241  -0.0015  0.0054  0.0082
Si  5.6285  7.4773  22.554  0.0015  -0.0021  -0.0075
Si  5.4078  15.4987  25.6194  -0.0031  -0.0068  0.0014
Si  2.1484  10.1955  19.8398  -0.0028  -0.0032  -0.0046
Si  7.1969  6.13  20.0627  0.0002  -0.0004  -0.0009
Si  4.9835  3.8722  28.4462  0.0041  0.0066  -0.0195
Si  13.0195  13.1574  25.7823  -0.0082  -0.0026  0.0164
Si  0.895  9.0813  22.1605  -0.0053  0.002  -0.0053
Si  14.2053  -0.4162  24.3176  0.0057  0.0046  -0.0143
Si  0.9158  13.3848  28.8645  0.0273  0.0213  0.0206
Si  2.5397  5.0838  24.7292  -0.0019  0.0002  -0.0072
Si  4.4854  -0.652  21.9901  0.0085  0.0084  -0.0011
Si  3.7722  8.7463  14.4667  0.0045  -0.0009  0.0038
Si  8.0879  -0.1571  24.211  -0.0023  0.0004  0.0006
Si  6.8147  11.9723  21.6096  -0.0051  0.0018  -0.0028
Si  3.2946  -2.4991  17.5458  -0.0048  0.0042  -0.0002
Si  3.8339  5.7263  16.9614  -0.0002  -0.0053  0.0017
Si  2.8614  4.3487  14.2243  0.0373  -0.0007  -0.031
Si  7.6908  9.9191  17.036  0.0022  -0.0039  0.0001
Si  -1.6108  1.7501  19.1634  0.0035  0.0013  -0.0005
Si  5.9657  3.2603  19.9783  -0.002  0.0004  0.0018
Si  2.6594  -4.5861  22.0909  -0.0035  -0.0019  -0.0065
Si  7.3723  3.0256  14.596  0.0051  0.0048  0.0107
Si  7.0796  6.8673  25.4092  0.0065  0.0007  0.0017
Si  7.2688  12.8554  17.5118  -0.0014  0.0076  0.0002
Si  3.2835  4.3698  19.679  0.0005  0.0003  -0.0003
Si  5.9872  7.5768  17.6228  -0.0004  -0.0023  -0.0027
O  5.5327  -1.8788  22.2001  -0.0242  -0.0033  0.0061
O  8.7564  5.8271  20.4354  -0.0193  0.0048  0.0227
O  5.3232  6.3927  16.6892  -0.0228  0.0188  0.0176
O  -0.8615  4.7171  21.8339  -0.0274  -0.0232  -0.0029
O  6.3824  7.3121  23.9904  -0.0008  -0.0086  -0.0014
O  6.8299  2.6051  21.1995  -0.0122  -0.0112  -0.0216
O  -1.0991  2.274  22.9718  -0.0065  0.0174  0.0085
O  8.3175  4.579  22.8261  0.0162  0.0148  0.0174
O  3.374  9.8747  20.8758  0.0009  0.0098  -0.0119
O  2.0502  3.4851  19.1119  0.0017  -0.0114  0.0187
O  7.0436  7.0683  18.7474  -0.0161  -0.0079  0.0055
O  8.8005  10.099  15.8649  -0.0136  -0.0102  0.0085
O  4.3913  3.4138  20.4165  0.0078  0.0124  -0.0199
O  3.3746  4.7835  15.7202  -0.0027  0.0071  0.0125
O  -0.5844  8.9334  22.7706  -0.0086  -0.0076  -0.0212
O  15.7396  15.7361  24.6576  -0.0062  -0.0019  0.0283
O  0.6707  13.4925  21.1034  -0.0185  -0.0003  -0.0298
O  7.6271  8.0914  26.3195  -0.0208  0.0044  -0.0049
O  0.8219  -1.2668  20.6346  0.0273  -0.0013  0.0174
O  2.3128  -1.5611  18.4325  0.0126  0.0009  0.0144
O  9.1797  3.3047  25.0312  -0.0042  -0.0026  -0.025
O  8.8029  1.9602  18.0869  -0.0115  -0.012  0.0106
O  3.9693  -0.1892  23.4647  -0.006  -0.0102  -0.007
O  5.6919  9.4452  27.5209  0.0156  -0.0083  -0.0078
O  1.4892  10.1956  23.1861  0.0135  -0.0037  0.0106
O  9.1341  -2.0307  20.9048  0.0017  0.0149  0.0151
O  13.2772  -3.2885  22.0729  0.0043  0.0027  0.0027
O  2.2629  0.9645  25.1338  -0.0004  -0.0026  -0.004
O  7.156  10.5182  25.5298  0.0181  -0.0126  0
O  3.5893  9.0246  16.0563  -0.0004  -0.0215  0.0178
O  -0.1317  2.1235  18.5708  -0.0029  -0.0016  0.0361
O  6.5248  4.7315  19.6666  0.0039  0.0037  0.0206
O  5.9344  6.0028  26.2186  0.0102  -0.0186  -0.0273
O  -4.2994  11.7392  23.1454  0.0094  -0.017  -0.0132
O  7.2668  2.8934  16.2094  -0.0039  -0.023  -0.0031
O  2.7721  -5.3436  20.6429  0.0106  -0.0093  0.0075
O  8.3796  9.5808  18.4677  -0.0055  0.0245  0.0003
O  4.949  3.6  26.8488  0.0163  0.0287  0.0049
O  7.6761  0.1469  20.5652  0.013  0.0058  0.0062
O  6.4917  6.7769  21.3762  0.0036  -0.0069  -0.0046
O  8.3295  5.8375  25.1635  -0.0353  -0.0145  -0.0111
O  4.1333  6.8456  22.5868  0.0087  0.006  -0.0181
O  -3.0809  -1.5644  23.492  0.0092  0.0136  -0.0051
O  3.613  7.822  27.3446  -0.0001  0.0209  -0.0025
O  5.2668  11.5558  21.3839  0.0153  -0.0271  0.0161
O  -1.8926  2.7032  20.4658  0.0398  -0.0178  -0.0086
O  11.4526  2.0268  25.4456  0.0025  0.0064  -0.0127
O  -2.1949  17.8975  22.7077  -0.0103  -0.0035  -0.0234
O  4.0079  4.9026  18.3349  -0.0121  0.0092  -0.0054
O  4.7211  8.3278  18.3648  -0.0049  -0.0167  -0.0361
O  13.1666  2.1512  27.4023  -0.0095  0.0061  -0.0263
O  6.7416  8.6513  16.6571  -0.0023  0.0067  0.0219
O  18.1981  3.8672  24.7396  0.0105  0.0312  0.0136
O  2.8186  -1.7627  25.2226  -0.0137  0.0017  0.0003
O  2.0558  -5.6382  23.1859  0.0181  0.0193  0.0057
O  13.4429  3.7267  25.3024  0.0116  0.0041  -0.0022
O  6.8607  11.3221  17.1142  0.0258  0.0044  0.0039
O  0.9886  8.4502  26.8877  0.019  -0.0111  0.0046
O  2.0436  0.8486  19.5211  -0.0205  -0.0053  0.0051
O  -1.4911  11.129  19.6572  -0.0372  0.0161  -0.007
O  2.227  6.4747  25.5604  0.0109  -0.0077  -0.0189
O  6.1642  2.3922  18.6069  0.0216  0.0082  0.0062
O  9.411  0.633  24.7223  -0.0177  0.0052  -0.019
O  2.7296  6.9162  17.2699  0.0384  0.0019  -0.0026
O  -3.7235  -0.8485  30.7505  -0.0222  -0.0019  0.0341
O  -1.8628  7.4469  30.8901  -0.0028  -0.0282  -0.0078
O  9.9287  7.3631  11.7828  -0.048  0.0305  -0.0355
O  14.6964  2.7441  13.9546  -0.0352  -0.0214  0.0008
O  4.6346  2.4872  29.2085  0.0217  -0.0212  0.0167
O  8.2463  6.4512  28.8551  -0.0103  -0.0367  0.0302

Results
free energy: -176807.391 eV
free energy less fixed offsets of O -569.03, Si -635.61 eV per atom: -10.231 eV

The program warned: the cutoff lies below the one the program advises for these potential files; the exchange-correlation potential is rough where the density is thin.
